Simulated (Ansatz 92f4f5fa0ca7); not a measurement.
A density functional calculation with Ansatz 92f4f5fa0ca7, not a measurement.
Periodic cell of 237 atoms, Si145O90As2, from a study of silicon, its oxide and their interface. The atomic structure is a simulated model.
Doubt: the cutoff is far below the 930 eV that the study's wrapper takes by default for these files, so forces and energies are approximate.
This geometry differs little from another in the collection (a relaxation step or a small displacement).

Settings
functional: PBE
potential files: Ansatz PAW
basis: plane waves
wave-function cutoff: 580 eV
density cutoff ratio: 5
exchange-correlation grid ratio: 1
k mesh: 1 x 1 x 1, Gamma-centred
self-consistency stop: 5e-08 eV per atom in the density residual
occupations: fixed
spin: none
net charge: 0

Cell vectors (angstrom)
a 11.6015 0 0
b 0 10.938 0
c 0 0 32.0622

Atoms and the computed forces on them: element, x, y, z (angstrom), force x, y, z (eV/angstrom)
Si -0.192 -0.0604 23.279 -0.0041 0.0053 -0.001
Si 3.6736 0.2055 23.1173 0.0033 0.0006 -0.0019
Si 7.5572 -0.1281 23.4501 -0.0062 0.0011 0.0007
Si 1.69 1.3797 23.4221 -0.0019 -0.0054 -0.006
Si 5.7375 1.4106 23.1956 -0.0002 -0.0062 -0.0072
Si 9.448 1.2347 23.3695 0.0062 0.0032 -0.0018
Si 0.1637 5.3189 23.4636 -0.0052 -0.0023 -0.0072
Si 4.1249 5.3042 23.3987 0.0054 -0.0007 -0.0047
Si 8.0364 5.6154 23.5463 -0.0022 -0.0098 -0.0038
Si 2.1611 6.5893 23.3737 -0.003 -0.0003 -0.0026
Si 5.9699 6.7757 23.4824 -0.0026 -0.0016 -0.0019
Si 10.0135 6.8742 23.5969 0.0024 -0.0003 -0.0035
Si 1.9056 2.6732 25.3847 0.0007 0.0016 -0.0023
Si 5.8332 2.6615 25.2586 0.0037 -0.0012 -0.0055
Si 9.6327 2.6935 25.2682 -0.0053 -0.0031 -0.0028
Si 11.5997 4.0129 25.3906 0.0021 -0.0009 -0.0016
Si 3.8953 3.9795 25.3253 -0.0012 0.0001 0.0005
Si 7.7443 4.0987 25.3445 0.001 0.0076 0.0016
Si 1.9755 8.1533 25.1989 0.0007 -0.0023 -0.0009
Si 5.7777 8.1729 25.3676 0.0007 0.0015 0.0028
Si 9.7127 8.2689 25.43 -0.0032 -0.003 0.0056
Si 11.6419 9.5641 25.266 0 -0.0006 -0.0042
Si 3.867 9.5912 25.0816 0.0011 -0.0019 -0.0105
Si 7.6923 9.5255 25.4101 0.004 -0.0021 -0.0013
Si 11.6526 -0.0063 27.2076 -0.0025 -0.002 0.0023
Si 3.9032 -0.0503 27.127 -0.0005 -0.0006 -0.0034
Si 7.7607 -0.0118 27.2869 0.0001 -0.0143 0.0034
Si 1.9877 1.3161 27.2794 -0.0012 0.0031 0.0028
Si 5.8302 1.3249 27.2077 -0.0004 -0.0018 -0.0037
Si 9.6975 1.3339 27.2106 -0.0034 -0.005 -0.0032
Si 11.5941 5.4754 27.2419 0.0016 -0.0053 0.0077
Si 3.8486 5.4261 27.2185 -0.0046 -0.006 0.0085
Si 7.7142 5.4638 27.2685 -0.0012 -0.0138 -0.0002
Si 1.94 6.8293 27.1849 -0.0029 -0.0003 -0.0042
Si 5.7616 6.8016 27.2748 0.0067 -0.0035 0.0064
Si 9.6562 6.8187 27.2823 -0.0078 -0.0004 0.005
Si 1.947 2.7274 29.1771 -0.0196 -0.0041 -0.0181
Si 5.7945 2.7116 29.1413 0.0007 -0.0126 0.0137
Si 9.6812 2.7262 29.1433 0.0015 -0.0144 0.0105
Si 0.0115 4.098 29.1663 -0.0121 -0.0048 0.0008
Si 3.8686 4.089 29.1698 0.0219 0.0089 -0.0025
Si 7.7314 4.0763 29.1747 0.0039 0.0144 -0.022
Si 1.944 8.1893 29.1398 -0.0005 -0.0058 0.012
Si 5.7903 8.1951 29.1799 0.0065 0.0026 -0.0219
Si 9.6754 8.2062 29.1897 0.0121 -0.0057 -0.0263
Si 0.0121 9.5634 29.1493 -0.0028 0.0034 0.014
Si 3.8728 9.569 29.1234 -0.005 0.0155 0.0338
Si 7.7345 9.5464 29.1944 -0.0094 0.0052 -0.0174
Si 0 0 31.0965 0.0378 -0.0019 -0.0682
Si 3.8672 0 31.0965 -0.0151 0.0051 -0.1915
Si 7.7343 0 31.0965 -0.036 0.0725 0.135
Si 1.9336 1.3673 31.0965 -0.0098 -0.0768 0.1206
Si 5.8008 1.3673 31.0965 -0.0018 0.0264 -0.1319
Si 9.6679 1.3673 31.0965 0.0015 -0.0478 -0.1019
Si 0 5.469 31.0965 0.0516 -0.0172 -0.0192
Si 3.8672 5.469 31.0965 -0.0062 0.0438 -0.0049
Si 7.7343 5.469 31.0965 -0.0288 -0.0376 -0.0195
Si 1.9336 6.8362 31.0965 -0.0159 -0.0943 -0.068
Si 5.8008 6.8362 31.0965 -0.0074 -0.0859 0.1279
Si 9.6679 6.8362 31.0965 0.0303 -0.1452 0.1636
Si 1.9336 2.7345 0.9679 0.0132 0.0318 0.0997
Si 5.8008 2.7345 0.9679 -0.0614 0.0428 -0.2527
Si 9.6679 2.7345 0.9679 0.0285 0.0515 0.0441
Si 0 4.1018 0.9679 -0.1008 0.0291 -0.0796
Si 3.8672 4.1018 0.9679 0.0144 0.0157 0.0834
Si 7.7343 4.1018 0.9679 0.077 0.014 -0.0215
Si 1.9336 8.2035 0.9679 0.0278 0.075 -0.23
Si 5.8008 8.2035 0.9679 0.0579 0.0337 -0.0024
Si 9.6679 8.2035 0.9679 -0.1163 0.0214 0.1841
Si 0 9.5708 0.9679 0.1026 -0.046 0.0941
Si 3.8672 9.5708 0.9679 -0.253 -0.2147 -0.0214
Si 7.7343 9.5708 0.9679 0.083 -0.1453 -0.036
Si 11.6119 0.0099 2.914 0.0295 -0.0358 -0.0282
Si 3.8268 -0.0157 2.9085 -0.0299 -0.0444 -0.0801
Si 7.7449 0.0015 2.8871 -0.0048 0.0466 0.0443
Si 1.9271 1.3975 2.9284 0.0132 -0.0231 -0.0397
Si 5.7786 1.2776 2.796 -0.1176 -0.0508 0.0485
Si 9.6702 1.3564 2.8973 0.0741 -0.0034 0.0476
Si 11.5674 5.5027 2.8737 0.0059 -0.0169 -0.0068
Si 3.8749 5.485 2.9116 -0.0028 -0.0185 0.0019
Si 7.7395 5.5013 2.8531 -0.0156 -0.0941 0.1148
Si 1.9155 6.8156 2.8804 0.0101 0.0079 -0.0036
Si 5.8027 6.837 2.9018 0.0331 0.0615 -0.0629
Si 9.6647 6.8865 2.9674 -0.0111 0.1078 -0.0434
Si 1.9007 2.8495 4.815 0.0093 0.0381 -0.011
Si 5.7221 2.5705 4.684 0.1351 -0.0691 -0.2181
Si 9.6276 2.7261 4.805 -0.1759 0.0445 -0.1839
Si 11.5077 4.1543 4.7835 0.0449 -0.0659 0.0418
Si 3.9295 4.0876 4.8168 -0.1079 -0.0622 -0.0132
As 7.6372 4.0661 4.8081 -0.1673 -0.2583 0.0798
Si 1.892 8.1354 4.8246 0.0012 -0.0232 -0.0039
Si 5.8196 8.2674 4.7811 0.0247 -0.0653 0.0241
Si 9.6563 8.3342 4.89 -0.034 -0.1638 -0.0206
Si 11.6404 9.6529 4.9026 -0.0078 0.0179 0.0484
Si 3.8147 9.4812 4.8057 -0.0206 0.0289 0.0175
Si 7.7259 9.69 4.8896 -0.0231 -0.0104 0.0067
Si 11.6188 0.2747 6.7756 -0.0154 -0.0052 0.1376
Si 3.7398 -0.0607 6.68 0.0588 0.0186 0.0492
Si 7.7115 0.0379 6.9263 0.0189 -0.0168 0.02
Si 2.0652 1.5291 6.7421 0.0028 -0.011 0.0229
Si 5.7063 1.2447 6.6427 -0.0283 0.0053 -0.0632
Si 9.6293 1.5141 6.8393 0.012 0.0271 -0.0016
Si 11.5377 5.494 6.7162 -0.0305 0.0249 0.026
Si 4.0058 5.4054 6.7998 0.0845 -0.0081 0.061
As 7.8337 5.933 6.8689 0.3133 0.347 0.0437
Si 1.9998 6.6345 6.674 -0.0626 0.0657 0.0164
Si 5.7642 7.0481 6.7851 0.1736 0.2631 0.3329
Si 9.8724 7.1705 6.9613 -0.1175 0.1358 0.4832
O 10.1991 8.1034 8.3031 0.1328 0.1305 0.0681
O 7.671 9.8846 8.2159 -0.0117 0.1004 -0.0444
O 7.3224 4.7553 8.1898 0.0176 0.0354 -0.1548
O 3.3543 10.3589 8.2386 -0.0212 -0.0193 -0.0142
O 2.0408 7.5525 8.0486 0.0025 -0.0129 -0.0156
O 4.0157 4.592 8.2712 0.0042 0.0341 -0.0485
O 9.7525 2.4621 8.2141 0.015 -0.0214 -0.0147
O 2.6311 2.3539 8.1121 0.0179 0.0159 -0.0099
O 11.3924 4.5602 8.0755 0.0028 0.0291 -0.0551
O 5.3782 2.399 7.7855 -0.0296 -0.0033 0.0241
O 5.6829 8.0618 8.1075 -0.0398 -0.0126 -0.0444
O 11.3892 10.4931 8.2507 0.0239 0.0435 -0.0958
O 11.2746 10.0935 21.7985 0.0007 -0.0033 0.0025
O 3.2344 10.7131 21.5403 -0.0002 0.0002 0.0048
O 5.7753 7.7834 22.1665 -0.0015 -0.0024 0.0074
O 4.2263 4.4577 21.9483 -0.004 0.0025 0.0067
O 7.688 9.6926 22.1912 0.001 -0.0012 0.0028
O 10.3296 7.6729 22.1757 -0.0032 -0.0036 0.0057
O 1.6194 2.3977 22.1108 0.0005 -0.0032 0.0088
O 5.9473 2.4429 21.8847 -0.0023 -0.0035 0.0062
O 8.4443 4.705 22.2133 -0.0013 0.0052 0.0049
O -0.0665 4.4511 22.0427 -0.0012 0.0002 0.0069
O 2.3358 7.3846 21.9329 -0.0002 -0.0077 0.009
O 9.1396 1.8949 21.8743 -0.0006 -0.0012 0.0043
Si 1.9707 7.8174 9.6313 -0.0408 0.0764 0.0097
Si 5.0348 0.5973 17.6982 -0.001 0 -0.0046
Si 2.4793 5.4336 14.0314 -0.0053 0.0032 0.0009
Si 10.5551 3.8943 14.0519 -0.0041 -0.0052 -0.0148
Si 8.2834 2.3994 15.2728 0.0104 0.0009 -0.0104
Si 9.5548 2.2509 20.346 -0.0003 -0.0041 -0.0037
Si 10.4932 3.6503 9.075 -0.0278 -0.0024 0.0359
Si 0.0269 2.3368 11.5896 -0.0398 -0.0001 -0.0325
Si 11.0185 8.1506 15.4215 -0.0001 0.0054 -0.0052
Si 5.1558 6.9469 14.013 0.0135 -0.0001 -0.0101
Si 5.7579 2.6202 11.1298 -0.0118 0.0081 -0.0159
Si 8.5835 7.673 19.394 -0.0026 -0.0052 -0.0071
Si 8.1213 4.8493 20.6283 -0.0004 -0.0021 -0.0117
Si 5.9074 9.5949 15.2189 -0.0011 -0.001 -0.0038
Si 2.1171 7.6493 20.3472 -0.0004 0.0017 -0.0144
Si 1.9285 4.9014 18.7957 -0.0035 -0.0061 -0.0077
Si 4.4936 3.4533 18.0212 -0.0016 -0.0013 -0.0074
Si 8.4945 8.9381 16.8262 -0.0038 0.0047 -0.0062
Si 0.8338 9.5024 13.3459 -0.0191 0.0104 0.004
Si 9.9148 10.6774 11.7781 -0.0017 0.0101 -0.0215
Si 5.3537 3.7113 21.0203 0.0019 -0.0034 -0.0138
Si 0.5727 5.5383 16.2782 -0.0029 -0.0061 -0.0129
Si 10.9033 9.2798 9.2055 -0.0725 -0.039 -0.0988
Si 6.5706 8.904 21.2932 -0.0032 0.0042 -0.0121
Si 7.1088 7.126 11.5127 0.0104 -0.0021 -0.0949
Si 2.6641 0.7479 12.2404 -0.003 0.01 -0.0091
Si 10.895 8.6897 21.0404 0.0006 0.0024 -0.0112
Si 6.0379 4.3383 15.6427 0.001 0 -0.0036
Si 7.0789 0.4921 13.0023 0.0136 -0.0022 -0.0109
Si 4.0806 2.9794 8.5891 -0.0254 -0.0457 -0.0011
Si 0.8794 6.7788 11.9153 -0.0135 0.0042 0.0148
Si 6.5399 9.0744 9.0901 0.0051 -0.1211 -0.0431
Si 0.6726 3.2925 21.1461 -0.0019 -0.0032 -0.0133
Si 9.7998 6.5487 12.8976 -0.0142 0.0019 -0.0144
Si 7.7066 4.5573 9.7675 0.0165 0.128 -0.1333
Si 3.991 10.0809 20.2266 0.0017 0.0023 -0.0108
Si 4.254 3.0564 13.5352 0.0004 -0.0005 -0.0062
Si 3.8681 10.032 9.7591 0.0369 -0.0038 -0.0027
Si 8.058 0.7948 18.0427 0.0024 0.0024 -0.0095
O 11.5175 3.2718 12.9067 -0.0067 0.005 0.0119
O 9.3371 4.5056 9.8629 -0.0238 -0.0369 0.0068
O 8.8079 3.6078 19.8559 -0.0008 0.0011 0.0032
O 4.0376 -0.0406 18.8227 0.0008 -0.0028 0.0028
O 11.3091 4.5595 15.3235 -0.0015 0.0036 0.0041
O 9.9064 9.8337 10.3714 0.0263 0.0103 0.0197
O 3.7627 1.5507 13.1458 -0.0024 0.0001 -0.0003
O 0.6595 9.0709 14.9091 -0.001 -0.0039 -0.0002
O 6.4751 1.0037 18.3803 0.0005 0.0029 0.0002
O 4.7552 3.174 19.6109 -0.0009 -0.0004 0.0061
O 6.2541 1.1925 11.7712 0.0059 0.0163 0.0012
O 0.6677 8.7672 9.9158 0.1267 -0.0432 0.0102
O 5.6458 4.325 17.2362 -0.0009 0.0004 0.0031
O 8.4457 7.2538 12.4066 -0.0035 0.0061 0.0107
O 4.4297 2.6068 10.1443 0.0223 0.0069 0.0173
O 2.0537 5.6698 15.585 0.0006 -0.0026 0.0002
O 3.3549 0.0567 10.9463 0.01 -0.017 0.0018
O 5.8837 7.2428 12.5768 0.0029 -0.0036 0.0158
O 2.3058 6.3631 19.3852 -0.0009 0.0043 0.0043
O 0.6498 4.9447 17.7878 0.0009 -0.0006 0.002
O 8.4074 10.6876 12.3984 -0.0074 0.002 0.0055
O 5.4906 10.1518 9.7098 -0.0325 0.0003 0.0004
O 0.6035 8.2134 20.1988 -0.0024 -0.0017 0.0034
O 9.7616 2.6276 14.6713 -0.0124 0.0086 0.0006
O 1.9969 10.6203 13.2676 0.0038 -0.0003 -0.0042
O 9.9353 9.1267 16.1135 0.0038 -0.0024 0.0047
O 6.1301 10.3579 13.7884 0.0012 0.0046 -0.0021
O 7.4596 1.5906 14.1359 -0.0061 -0.0017 0.0085
O 1.6559 3.9264 20.0445 -0.0006 0.0001 0.0034
O 5.9047 5.8071 14.9342 -0.0044 -0.0021 0.0034
O 7.3304 8.9497 15.701 0.0041 0.0025 0.0035
O 1.5 1.6812 11.6196 0.0077 -0.0062 0.0134
O 7.1565 8.2811 10.3617 -0.0116 0.0206 0.0386
O 4.3176 2.0017 17.2827 0.0001 0.0001 0.0046
O 7.049 3.1717 10.3104 0.015 0.044 -0.0567
O 11.5256 7.0199 16.4651 0.0023 0.0067 0.0018
O 8.2655 10.152 17.8484 -0.0034 0.0057 -0.0009
O 3.3554 8.5217 10.1149 -0.0473 -0.0001 -0.0091
O 7.5858 3.8511 15.5243 -0.0035 -0.0014 0.0039
O 3.1407 4.3219 17.8996 -0.0045 0.0024 0.0024
O 2.8913 3.9038 13.7141 0.0013 -0.0002 -0.0012
O 1.3432 8.2304 12.4822 -0.0024 -0.0065 0.0083
O 1.202 5.6984 13.071 0.0077 0.0045 0.0057
O 4.9581 8.3132 14.8871 -0.0021 0.0025 0.0056
O 11.1766 2.4009 20.329 0 -0.0003 0.0058
O 10.9788 10.0168 12.8162 0.0168 -0.0105 0.0166
O 5.2707 3.5906 12.3598 0.0036 -0.0003 -0.0021
O 5.0863 3.2166 14.9196 -0.0008 0.0005 0.0009
O 6.49 4.8048 20.5586 -0.0013 -0.0018 0.0015
O 8.4226 1.586 16.67 0.0031 0.0013 0.0046
O 10.391 1.2741 11.5253 0.0211 0.0149 0.0143
O 10.8744 6.6669 11.6651 0.0137 -0.0031 0.016
O 3.2623 8.685 19.8515 -0.0031 -0.0032 0.0016
O 1.7124 6.4787 10.5388 0.0145 0.0171 -0.0001
O 7.1678 8.1989 19.9756 0.0001 -0.0024 0.007
O 8.4933 7.5943 17.7617 0.0003 -0.0021 0.0034
O 3.6719 6.4368 13.6231 -0.0029 0 0.0037
O 9.5656 4.996 13.3454 0.003 0.0047 0.0036
O 5.5268 10.0029 20.7455 0.0042 -0.0072 0.0049
O 10.3353 7.3912 14.1648 0.0111 0.0087 0.0097
O 8.7869 6.1679 19.9649 -0.001 -0.0029 0.0005
O 7.0819 5.7151 10.7144 0.0055 -0.0267 0.0421
O 5.26 10.555 16.3904 0.0011 0.0009 0.0028
O 9.0524 1.1469 19.2738 -0.0022 -0.0066 -0.0013
O 11.5523 3.1553 10.1906 -0.0041 -0.0046 0.0159
O 9.7433 8.7148 19.8865 0.001 -0.0017 0.0034

Results
free energy: -153071.458 eV
free energy less fixed offsets of As -4856.12, O -568.88, Si -635.61 eV per atom: 3.432 eV

The program warned: the cutoff lies below the one the program advises for these potential files; the forces do not sum to zero within the program's tolerance; the exchange-correlation potential is rough where the density is thin.
